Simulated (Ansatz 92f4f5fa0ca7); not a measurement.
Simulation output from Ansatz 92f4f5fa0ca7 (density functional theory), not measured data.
Periodic cell of 150 atoms, Si88O58N4, from a study of silicon, its oxide and their interface. The atomic structure is a simulated model.

Settings
functional: r2SCAN
potential files: Ansatz norm-conserving
basis: plane waves
wave-function cutoff: 1300 eV
density cutoff ratio: 4
exchange-correlation grid ratio: 1
k mesh: 2 x 2 x 1, shifted by 0.5 0.5 0.5 of a step
self-consistency stop: 5e-08 eV per atom in the density residual
occupations: Fermi-Dirac, 0.05 eV
spin: none
net charge: 0

Cell vectors (angstrom)
a	10.88	0	0
b	0	10.88	0
c	0	0	21.5543

Atoms and the computed forces on them: element, x, y, z (angstrom), force x, y, z (eV/angstrom)
Si	-1.4297	0.2849	0.5592	1.38	-0.9877	-0.6658
Si	2.6174	2.8837	-0.287	2.2399	3.1654	-5.7396
Si	0.6921	5.1292	-0.4471	-1.1598	-1.7064	0.3526
Si	2.8775	7.033	0.3229	-0.7577	-3.1528	-1.6626
Si	5.7035	-0.7955	-0.3649	0.7002	-0.1127	1.3644
Si	8.4571	2.0445	-0.5726	-2.3765	-1.8598	4.5249
Si	6.4892	5.1219	0.45	2.3963	0.6249	-1.4084
Si	6.2259	9.0047	-2.5785	-3.6545	0.6871	-0.5831
Si	0.8457	0.9388	1.3153	-6.378	6.4895	-0.6114
Si	4.5542	4.4503	1.4175	-1.1828	-0.4904	0.5648
Si	0.8554	6.3819	1.265	2.7047	2.0563	3.6941
Si	3.7429	8.5917	1.2639	3.1461	5.151	3.9127
Si	6.4192	0.8529	1.429	-0.5285	2.0161	-2.2772
Si	9.2685	3.8245	1.5732	-0.2212	0.5353	-3.7432
Si	7.0296	7.3042	1.013	-0.9632	-0.176	0.8276
Si	8.7357	8.633	1.5624	1.5569	0.9969	-0.1171
Si	-0.1471	2.8291	2.8154	2.1751	-2.3989	1.2404
Si	2.8353	-0.148	2.7522	0.772	-2.3583	0.0479
Si	0.0206	8.2039	2.6237	-1.185	-1.133	-0.3891
Si	2.7424	5.371	2.7299	-0.4726	0.774	-0.5768
Si	5.4471	2.7323	2.714	0.4031	-0.8043	0.5067
Si	8.1452	0.0065	2.7589	0.2179	-0.6834	-1.5248
Si	5.5035	8.1247	2.8218	-0.0302	-0.6564	-1.7443
Si	8.1102	5.4621	2.734	-0.1494	0.0355	-0.5673
Si	1.36	4.08	4.1046	0.2825	-0.3801	0.2453
Si	4.08	1.36	4.1046	-0.0756	0.5441	-0.3855
Si	1.36	9.52	4.1046	-0.004	0.3596	-0.297
Si	4.08	6.8	4.1046	0.4082	-0.5432	-0.0509
Si	6.8	4.08	4.1046	0.0227	-0.2986	0.0705
Si	9.52	1.36	4.1046	-0.2813	0.1117	0.6475
Si	6.8	9.52	4.1046	0.096	0.4827	0.7806
Si	9.52	6.8	4.1046	0.0706	0.2773	-0.2778
Si	0	0	5.4729	-0.0916	-0.824	-0.4171
Si	2.72	2.72	5.4729	-0.5307	-0.3328	0.36
Si	0	5.44	5.4729	0.4816	0.0228	-1.3386
Si	2.72	8.16	5.4729	0.0227	0.6387	-1.0046
Si	5.44	0	5.4729	0.3239	-0.1459	0.1903
Si	8.16	2.72	5.4729	-1.0789	-0.4776	-0.1804
Si	5.44	5.44	5.4729	0.5023	0.5222	0.0979
Si	8.16	8.16	5.4729	-0.0752	-0.0561	0.5676
Si	1.2604	1.3488	6.8061	1.8494	0.3344	0.9802
Si	4.0795	4.1468	6.8002	2.1131	-2.4485	-0.197
Si	1.3183	6.8247	6.7496	-0.1251	-2.4309	0.7774
Si	4.1022	9.5487	6.9006	0.4836	1.4007	-0.2378
Si	6.7314	1.4199	6.9296	1.4006	0.3189	0.3795
Si	9.5079	4.098	6.6837	-0.1162	0.0801	1.1886
Si	6.7759	6.8612	6.9738	0.8218	-0.7245	-0.7294
Si	9.6998	9.3768	6.8344	-0.8388	0.4218	1.5119
Si	-0.2203	2.7051	8.1196	0.4719	-2.099	0.6592
Si	2.9949	0.0494	8.4758	-2.0647	-1.5411	-3.3656
Si	-1.0661	6.4455	10.1226	-1.1115	1.3384	-1.924
Si	2.9745	5.5847	7.9343	-1.3341	2.4953	2.6296
Si	5.7872	2.9507	8.4448	-4.3685	-1.4219	-1.7781
Si	8.6266	0.4833	8.3139	-1.1207	-2.9071	-0.4568
Si	5.0694	7.9511	8.1149	0.745	-2.297	0.7779
Si	7.1975	4.2052	9.6048	-2.082	0.2304	3.525
Si	1.1818	3.8013	9.618	-0.4037	-1.7567	0.9599
Si	3.0698	1.4949	10.0881	2.0361	2.4658	0.5368
Si	-0.4103	7.3762	8.2516	1.1473	1.6574	-2.6398
Si	1.8733	8.8443	7.55	-1.7464	2.2261	2.2967
Si	5.6237	6.608	10.0078	0.3627	-0.585	0.3003
Si	9.1301	3.5597	11.2897	0.5956	2.4722	-7.5133
Si	7.8304	10.9384	11.2238	-1.4667	0.2376	0.766
Si	8.4523	5.3494	8.3506	0.4182	2.8013	-2.4685
Si	4.1109	11.2639	14.063	-1.083	-0.5161	-4.3109
Si	-3.9057	6.4874	14.1472	-0.3857	3.2394	2.52
Si	2.8951	5.582	11.1749	3.502	-2.1797	2.9385
Si	3.6174	5.0962	16.2063	-0.1345	-3.3302	1.4653
Si	7.9514	7.9294	11.7536	-4.8476	-2.1378	2.1604
Si	11.8606	6.1349	16.347	0.3879	1.9689	-2.2733
Si	-6.3221	4.3525	13.312	3.8826	0.4777	-1.2675
Si	-4.4855	9.2344	13.7723	-0.7641	5.5209	0.6967
Si	1.5578	12.5784	14.4282	3.6345	0.7546	-2.9913
Si	0.9023	0.6992	17.1009	-2.6012	1.1621	-2.3936
Si	7.9417	11.8893	15.051	0.7232	-0.8818	-0.5667
Si	9.0431	11.9794	17.8614	-1.8813	-1.8564	0.7494
Si	9.6321	12.4882	13.0228	0.9045	-0.5696	3.292
Si	1.8758	4.6482	13.8061	0.0618	-3.394	2.3173
Si	4.0199	-2.1323	20.1591	2.787	-0.0718	0.08
Si	4.8522	13.3555	16.2109	-0.6428	1.333	0.3903
Si	6.469	15.782	16.3359	-0.5675	1.901	2.9203
Si	9.0957	20.0993	19.4472	4.7386	0.6287	-0.2398
Si	6.0062	11.6788	18.6258	5.1535	1.4637	-9.486
Si	8.0052	4.2662	19.1617	2.2027	0.8436	1.9764
Si	-5.638	12.6094	12.2315	-2.0452	-2.845	0.7387
Si	-0.6512	17.2725	19.022	2.8269	3.068	-5.1429
Si	-0.5826	8.9048	16.0793	-1.2254	-0.3721	-0.4056
Si	14.2008	11.5806	19.083	-1.6382	-4.1487	-2.2333
O	-0.7182	-6.3802	21.7466	0.2089	-0.4517	-0.0486
O	1.8731	3.0706	13.3608	-0.4417	-0.7385	2.2024
O	11.2054	10.1998	16.4233	1.33	1.8234	1.2551
O	4.0487	3.4401	21.7602	-1.3912	-1.5408	-0.9601
O	2.0821	10.9867	1.2737	4.5202	-2.7991	0.0767
O	0.4433	6.4246	20.162	0.2249	-0.7415	0.012
O	2.0121	15.2432	20.5299	-0.6373	-1.7759	1.0069
O	1.4721	2.3837	22.0729	-3.5032	-2.4112	3.3463
O	6.2296	-0.6685	-3.7596	-0.3261	0.6594	2.1947
O	-7.1586	-3.6702	20.3757	-1.1813	-1.6062	0.1899
O	3.8964	14.4343	16.9533	-2.7571	0.6976	-1.9977
O	6.8284	12.8309	-0.2451	1.2574	-0.9367	1.6149
O	7.0497	4.7842	20.392	-0.4266	-0.3676	-0.0624
O	9.5637	9.2891	21.0377	-1.1619	1.5457	0.9898
O	7.5145	15.5479	17.6608	-1.478	-1.8763	0.4507
O	-12.4598	3.2458	12.745	0.559	-1.6331	4.9832
N	2.2079	5.0723	9.8192	-0.601	1.9269	-4.6495
O	5.5144	5.9404	13.7468	-0.5951	-4.5265	-1.3219
O	4.081	2.168	8.8653	1.3665	0.435	0.0107
O	4.1889	6.5078	10.7463	-3.2363	-0.3662	1.3024
O	7.6808	10.6175	9.5968	2.0201	1.1525	0.9975
O	3.7487	4.2253	11.8971	1.5709	1.9214	0.054
O	-0.9268	12.0716	8.953	-0.1149	2.5265	-1.422
O	10.4305	5.3125	10.9437	0.0312	-2.7156	2.1458
O	6.4301	7.0253	11.3537	3.9892	1.8859	-0.0035
O	5.7537	3.0736	13.0886	-2.3256	2.1617	-0.6496
O	8.2692	6.8671	13.1902	-1.4002	1.0867	-1.3776
O	6.6563	11.9774	11.6918	1.4661	0.553	-0.3016
O	9.2083	7.8409	10.7849	-0.4703	0.0148	0.7803
O	13.2384	0.2881	14.075	3.7567	0.9508	0.2296
N	-6.8958	0.9873	11.3079	2.0441	0.6619	1.6571
O	-1.4627	10.6992	18.7144	-0.5187	-3.9841	2.8668
O	-3.9371	10.7057	14.5698	1.2532	-1.4826	-0.3001
O	-4.6201	7.9624	14.7308	1.9055	0.3833	-2.3659
O	1.8907	5.5266	12.5168	-0.5719	3.3371	-1.9487
O	4.6087	12.0426	15.3339	-0.2376	1.2789	1.7675
O	2.0763	2.7175	10.4709	-1.956	-0.9981	-0.7533
O	7.4447	6.1555	15.7617	-1.4846	-3.3753	-2.6637
O	-1.4301	11.7086	11.5941	-2.9144	-1.7345	-0.0303
O	5.1116	12.6858	17.6088	2.7455	-3.356	4.4052
O	15.7881	9.8906	13.6605	-2.0766	-0.4821	0.3989
N	-7.4427	4.4453	14.5563	0.3427	2.8512	1.8535
O	0.8728	4.9506	15.1048	0.6651	2.0938	0.0684
N	-3.7837	9.4732	12.1052	3.8202	-1.8838	0.189
O	0.4556	7.7009	15.9004	2.4622	-2.2009	-0.9581
O	2.5965	12.598	19.9895	0.467	2.285	2.0374
O	0.2768	1.5221	13.6779	-8.6415	-1.8779	-3.6074
O	2.8782	9.6905	19.7157	-0.749	4.3613	-1.8742
O	7.5282	12.3299	18.754	0.7797	0.3337	-1.6003
O	10.8415	6.0203	17.4699	-2.1563	-1.3207	4.0376
O	12.2649	23.5119	15.9513	-0.6569	1.5401	0.8717
O	8.7435	11.315	16.431	-1.7002	1.3244	-1.6566
O	6.0194	14.3586	15.5803	1.0745	1.1708	1.0302
O	-0.59	8.1705	18.7646	-3.4418	-1.4287	0.9494
O	10.5092	1.688	17.7105	2.1501	0.3497	0.1728
O	2.3755	11.417	17.5862	3.5732	-0.6551	5.3083
O	-5.9439	16.4946	16.8916	5.5988	0.9589	-1.5503
O	2.5286	16.931	16.9809	-1.2761	-0.7319	-2.4853
O	9.0911	2.9687	19.9354	-1.5229	1.8935	-3.7662
O	7.681	8.5223	19.2385	1.7801	-1.4478	-0.2543
O	5.1878	11.5015	19.8351	-6.1559	-0.4057	5.4877
O	9.4627	5.0315	19.1797	-2.2147	1.4457	0.3031

Results
free energy: -38374.498 eV
free energy less fixed offsets of N -289.75, O -463.61, Si -117.95 eV per atom: 53.482 eV
pressure: -0.62 GPa
stress xx, yy, zz, yz, xz, xy (GPa, positive in tension): 0.49, 1.59, -0.23, 1.04, -0.74, -0.05

The program warned: the forces do not sum to zero within the program's tolerance.
